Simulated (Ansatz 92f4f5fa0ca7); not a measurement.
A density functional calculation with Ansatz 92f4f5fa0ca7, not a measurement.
Periodic cell of 216 atoms, Si120O64H32, with a vacuum gap, from a study of silicon, its oxide and their interface. The atomic structure is a simulated model.

Settings: functional r2SCAN; potential files Ansatz PAW; basis plane waves; wave-function cutoff 800 eV; density cutoff ratio 5; exchange-correlation grid ratio 1; k mesh 1 x 1 x 1, shifted by 0.5 0.5 0 of a step; self-consistency stop 1e-11 eV per atom in the density residual; occupations fixed; spin none; net charge 0; applied field sawtooth along c, amplitude -0.015 V/angstrom in the program's sign convention, ramp centred at 0.9873 of c and 0.0254 of c wide, no dipole correction.

Cell vectors (angstrom)
a	10.888	0	0
b	0	10.888	0
c	0	0	39.3666

Atoms: element, x, y, z (angstrom)
Si	0.3892	-0.1377	25.709
Si	2.0228	3.1291	25.7071
Si	0.1699	4.7878	25.8404
Si	1.8606	8.9979	24.9409
Si	5.9214	-0.0476	25.5913
Si	7.8892	3.1281	25.8928
Si	5.6309	5.2744	25.9359
Si	8.1189	8.5154	25.5064
Si	1.3646	1.4025	27.179
Si	3.9336	4.0344	26.9394
Si	1.0826	6.6685	26.8505
Si	4.2143	9.7914	26.8332
Si	6.8689	1.4385	27.0712
Si	9.4752	4.0279	27.3258
Si	6.9595	6.8915	26.9551
Si	9.6145	9.6115	26.9461
Si	-0.0536	2.6327	28.5737
Si	2.8268	0.0556	28.3873
Si	-0.0329	8.1554	28.3263
Si	2.666	5.509	28.2634
Si	5.3531	2.7192	28.3495
Si	8.2383	0.0404	28.3692
Si	5.4639	8.2459	28.2184
Si	8.1857	5.5724	28.4749
Si	1.3549	4.1303	29.7192
Si	4.1102	1.3855	29.8037
Si	1.3982	9.5214	29.6527
Si	4.0949	6.8438	29.607
Si	6.7523	4.1281	29.6837
Si	9.4947	1.3046	29.877
Si	6.8101	9.5598	29.6608
Si	9.5397	6.8861	29.8114
Si	0.0354	-0.0531	31.1104
Si	2.7119	2.7623	31.1003
Si	0.0053	5.4705	31.0981
Si	2.7427	8.1629	31.0215
Si	5.4856	0.0045	31.0858
Si	8.1118	2.756	31.0802
Si	5.4033	5.4787	31.0444
Si	8.1376	8.2252	31.1055
Si	1.361	1.3638	32.4472
Si	4.0774	4.115	32.4502
Si	1.383	6.8219	32.4217
Si	4.1004	9.5154	32.3985
Si	6.799	1.3832	32.4527
Si	9.5142	4.0932	32.4196
Si	6.782	6.8167	32.4234
Si	9.531	9.5279	32.4794
Si	-0.0217	2.731	6.9309
Si	2.7457	-0.0195	6.9016
Si	0.0123	8.1492	6.9398
Si	2.7032	5.4596	6.9397
Si	5.4302	2.7229	6.9408
Si	8.1677	0.0334	6.9411
Si	5.4256	8.1623	6.9374
Si	8.1537	5.4411	6.9087
Si	1.3451	4.0921	8.2944
Si	4.0686	1.3415	8.2819
Si	1.4023	9.5064	8.273
Si	4.0598	6.7997	8.3043
Si	6.819	4.068	8.279
Si	9.5236	1.3719	8.3056
Si	6.7853	9.554	8.2727
Si	9.5283	6.7769	8.2699
Si	0.0561	0.0056	9.5867
Si	2.7033	2.6991	9.6252
Si	-0.0097	5.4439	9.6765
Si	2.7144	8.146	9.7021
Si	5.4066	-0.0109	9.6727
Si	8.16	2.717	9.6811
Si	5.4196	5.3977	9.6048
Si	8.1682	8.1743	9.5688
Si	1.3485	1.3646	11.0064
Si	4.0988	3.9965	10.9836
Si	1.361	6.7709	11.0788
Si	4.0465	9.525	11.0765
Si	6.774	1.3445	11.0193
Si	9.5378	4.0739	11.0365
Si	6.7508	6.8286	10.8689
Si	9.6174	9.4884	10.8737
Si	0.0057	2.7115	12.428
Si	2.6614	0.0076	12.4331
Si	0.0002	8.1822	12.4023
Si	2.7285	5.3173	12.3572
Si	5.4066	2.6407	12.4585
Si	8.2367	-0.0624	12.1682
Si	5.4192	8.1036	12.3527
Si	8.0899	5.4853	12.2109
Si	1.6595	3.7588	13.7835
Si	3.8394	1.466	13.8569
Si	1.0077	9.8578	13.7629
Si	4.2715	6.4797	13.649
Si	6.5551	4.3633	13.5596
Si	9.6278	1.132	13.618
Si	7.1402	9.2433	13.4525
Si	9.2347	7.0012	13.5569
Si	-20.7862	-15.6383	20.5324
Si	6.0687	-10.6769	18.6286
Si	-4.2323	2.9434	18.3618
Si	30.7851	-4.1189	20.3741
Si	13.2781	14.4642	19.36
Si	-6.0098	6.2244	23.152
Si	8.6147	-1.8382	22.5023
Si	-11.2005	11.1768	21.2518
Si	4.4717	4.422	21.0577
Si	-28.1364	16.1088	18.3315
Si	25.6872	-14.1186	16.4296
Si	10.6015	-5.7346	15.7948
Si	-6.9026	-11.5228	20.498
Si	22.4686	1.8148	23.4443
Si	-19.0124	8.0676	22.168
Si	10.7981	-25.4213	18.0969
Si	-31.1717	9.3317	16.8414
Si	-15.6062	32.8804	22.5629
Si	-3.0217	23.2557	20.4837
Si	1.6331	11.524	19.0368
Si	-14.6078	5.0371	21.6934
Si	16.3528	-11.4027	15.7353
Si	19.2479	-18.7628	15.7693
Si	-1.4313	14.7443	23.5736
O	9.8678	-15.5646	14.8259
O	-12.9054	1.7249	14.9388
O	-9.1822	10.755	17.6001
O	15.0725	7.6222	22.7941
O	-6.0208	6.0641	24.7375
O	11.9357	7.1194	19.2452
O	-4.0071	9.5512	25.3243
O	-4.2846	31.9977	14.6239
O	26.6049	-12.8595	16.0111
O	-15.0533	15.0638	25.3834
O	-2.2048	2.7759	24.5156
O	10.1639	5.0444	24.4471
O	2.6554	8.2706	17.2283
O	16.437	12.6532	18.6311
O	-11.8594	-0.937	22.091
O	3.1895	4.2923	18.1143
O	1.5926	20.3592	15.235
O	-3.6533	-11.8891	22.5135
O	3.1029	-1.9306	20.8673
O	13.8489	0.4496	19.9184
O	-8.995	6.7884	21.6998
O	-6.887	5.0278	22.4774
O	3.5126	6.9632	15.0171
O	-0.2097	13.9334	22.9183
O	14.4106	3.2389	20.5066
O	5.4376	5.4251	14.1157
O	18.3432	11.1233	19.4887
O	-9.8557	26.3064	15.0861
O	7.7872	5.7154	20.3635
O	-11.0073	33.5095	24.4754
O	-0.5532	16.9752	21.0223
O	-15.897	-6.5535	18.1167
O	-0.1614	-10.8419	14.1491
O	-14.2186	13.4475	17.0795
O	2.0248	-8.4793	24.1844
O	4.787	-0.1441	21.8065
O	4.4693	-5.273	19.9208
O	4.4276	22.412	15.1793
O	6.2521	-11.0274	17.081
O	-10.7915	-2.2555	17.2894
O	-13.2547	-2.9235	21.3273
O	-13.3808	-6.4882	22.5084
O	20.5045	-17.8393	16.1762
O	12.2961	15.5319	20.085
O	14.2176	20.0267	25.613
O	13.6371	-8.2596	14.3257
O	1.381	29.3191	25.4836
O	-4.4817	-4.7309	22.6074
O	-13.0089	-13.4157	23.9863
O	12.4546	-19.511	18.8715
O	-10.5241	-21.8097	19.8123
O	27.7876	-6.9099	21.2794
O	10.983	5.9559	17.1349
O	-12.421	7.2306	18.8546
O	-3.9904	-9.4443	21.7919
O	8.1633	-2.7611	14.1013
O	-8.9096	8.9141	23.3162
O	7.6902	2.8492	19.6253
O	-6.3045	-4.3612	17.386
O	15.9466	-22.6368	19.2977
O	-3.5532	3.8679	14.8836
O	5.7318	11.4769	24.0861
O	-9.9691	11.8123	22.1147
O	-1.4966	-42.1998	20.9642
H	2.1833	0.5424	33.3796
H	0.5346	2.1809	33.3796
H	3.2467	4.9278	33.3827
H	4.8874	3.2815	33.3827
H	0.5481	7.6303	33.3542
H	2.1919	5.9873	33.3542
H	4.9136	8.6851	33.331
H	3.2781	10.3367	33.331
H	7.6265	0.5671	33.3851
H	5.9684	2.1961	33.3851
H	8.6886	4.9112	33.3521
H	10.3329	3.2683	33.3521
H	7.6026	5.9937	33.3558
H	5.9569	7.6352	33.3558
H	10.35	8.7033	33.4118
H	8.7183	10.3586	33.4118
H	0.8047	1.9138	5.9985
H	-0.8404	3.5558	5.9985
H	3.568	-0.8408	5.9692
H	1.9235	0.8019	5.9692
H	0.8472	7.3407	6.0074
H	-0.8067	8.9738	6.0074
H	3.5339	4.6468	6.0072
H	1.8944	6.2942	6.0072
H	6.2608	1.91	6.0084
H	4.6202	3.5564	6.0084
H	7.3402	0.8494	6.0086
H	8.9805	-0.7974	6.0086
H	6.2507	7.3438	6.005
H	4.6124	8.9926	6.005
H	7.3331	6.264	5.9762
H	8.9793	4.6231	5.9762

Results
free energy: -113758.072 eV
free energy less fixed offsets of H -15.71, O -570.45, Si -639.56 eV per atom: 0.648 eV

Forces (eV/angstrom), in the order of the atoms: element, x, y, z
Si	-0.0009	0.0077	-0.0017
Si	0.0072	-0.0109	-0.0056
Si	-0.0252	0.0083	-0.0107
Si	0.0115	-0.0069	-0.0205
Si	-0.0028	0.0034	-0.0134
Si	0.0118	-0.0034	-0.0022
Si	-0.0115	0.0061	-0.0268
Si	-0.0023	0.0059	-0.0136
Si	-0.0068	0.0007	-0.0077
Si	0.0077	0.0073	-0.0189
Si	-0.0009	-0.0018	-0.0294
Si	-0.0017	0.0021	-0.027
Si	-0.0025	0.0011	-0.013
Si	0.0039	-0.0032	-0.0282
Si	-0.0044	-0.0029	-0.019
Si	0.005	-0.0016	-0.014
Si	-0.0056	0.0029	0.0063
Si	0.0032	0.0158	0.0086
Si	-0.015	-0.0061	0.0099
Si	0.0011	-0.0075	0.0065
Si	-0.0071	-0.0068	0.0044
Si	-0.0003	0.008	0.0087
Si	0.0001	-0.0066	0.0064
Si	0.0119	0.0051	0.0101
Si	0.0002	-0.002	0.0218
Si	0.0037	0.0021	0.0098
Si	-0.0117	0.0136	0.0255
Si	0.0077	-0.0042	0.0139
Si	0.0009	-0.0134	0.0203
Si	0.0116	0.0064	0.0134
Si	0.0059	0.0042	0.0256
Si	0.0066	-0.0019	0.0105
Si	0.02	-0.0269	0.1999
Si	0.0095	-0.0058	0.1867
Si	-0.0077	0.0047	0.1718
Si	0.0037	-0.0031	0.1835
Si	-0.0381	0.0286	0.1732
Si	-0.0068	0.0137	0.1806
Si	-0.0097	0.0209	0.1804
Si	-0.0011	-0.0161	0.1953
Si	0.06	-0.0025	0.2667
Si	-0.0999	0.0515	0.2277
Si	0.0414	-0.0285	0.2737
Si	-0.0186	0.0299	0.2298
Si	-0.0453	0.0138	0.4158
Si	-0.0603	0.1048	0.3215
Si	-0.0399	0.0638	0.1776
Si	0.0296	-0.0328	0.3677
Si	0.0514	0.0744	-0.2239
Si	-0.0094	-0.0645	-0.3419
Si	0.0139	0.0496	-0.3294
Si	-0.023	-0.0099	-0.3299
Si	0.1059	-0.0973	-0.2999
Si	-0.1502	-0.0898	-0.3578
Si	0.0449	0.0323	-0.2195
Si	0.0988	-0.0978	-0.3223
Si	0.0049	-0.0201	-0.1747
Si	0.0107	0.0054	-0.1865
Si	0.0057	-0.0161	-0.1845
Si	0.0131	-0.0015	-0.1795
Si	-0.0117	0.0036	-0.1807
Si	0.0286	-0.0079	-0.1939
Si	0.0046	-0.0015	-0.1605
Si	-0.0206	0.0231	-0.1802
Si	-0.007	-0.0109	-0.0102
Si	0.0036	0.0147	-0.0213
Si	0.0189	0.0145	-0.0195
Si	-0.0061	0.0086	-0.0213
Si	-0.005	-0.0215	-0.0137
Si	-0.0154	0.0002	-0.021
Si	0.0054	-0.0042	-0.0103
Si	-0.0142	-0.0028	0.0002
Si	0.004	-0.0008	-0.0122
Si	0.0028	0.0006	-0.0033
Si	-0.0039	0.0003	-0.0098
Si	0.0095	-0.0003	-0.0086
Si	-0.0047	-0.0002	-0.0176
Si	-0.0019	0.0043	-0.0133
Si	0.006	0.0041	0.003
Si	-0.0068	-0.0049	0.0027
Si	0.0046	-0.0042	0.0115
Si	-0.0075	0	0.0156
Si	-0.0032	0.0065	0.0132
Si	0.0069	-0.003	0.0168
Si	0.0006	0.0108	0.0154
Si	0.0044	-0.0087	0.019
Si	0.0054	-0.0056	0.0179
Si	-0.0113	0.0018	0.0129
Si	0.0058	0.0013	-0.0301
Si	-0.0022	0.0055	-0.0324
Si	-0.0055	0.0023	-0.0384
Si	0.0087	-0.0025	-0.0382
Si	-0.003	0.0011	-0.0318
Si	0.0013	-0.0085	-0.0345
Si	-0.0016	-0.0023	-0.0319
Si	-0.0017	0.0062	-0.0338
Si	-0.0014	0.0005	-0.0436
Si	-0.001	0.0004	-0.0562
Si	0.0061	-0.0016	-0.0539
Si	0.0096	-0.0015	-0.0447
Si	0.0015	-0.0002	-0.034
Si	-0.003	-0.0004	-0.0292
Si	0.0017	0.0044	-0.0476
Si	-0.0012	0.0013	-0.0439
Si	-0.0049	-0.0004	-0.0417
Si	0.0047	0.0112	-0.0406
Si	-0.0006	0.0046	-0.0594
Si	-0.0031	-0.003	-0.0526
Si	0.0006	0.0073	-0.0459
Si	-0.0048	-0.0074	-0.0372
Si	0.0016	-0.0067	-0.0398
Si	0.0096	-0.0026	-0.0597
Si	0.0064	-0.0063	-0.0516
Si	-0.0029	0.0033	-0.0519
Si	-0.0057	0.004	-0.0479
Si	0.0042	-0.0052	-0.0568
Si	-0.0067	-0.0005	-0.036
Si	-0.0008	0.0012	-0.0633
Si	0.005	0.003	-0.0597
Si	-0.0085	0.0024	-0.0387
O	0.0088	-0.011	0.0325
O	-0.0073	0.0108	0.0264
O	-0.0016	0.018	0.0336
O	0.003	-0.0008	0.009
O	0.0057	-0.0079	0.0322
O	0.007	-0.0061	0.0314
O	0.0071	-0.0019	0.0044
O	-0.0152	0.0083	0.0312
O	-0.0034	-0.003	0.019
O	-0.0006	0.0022	0.0161
O	-0.0064	-0.0021	0.0204
O	0.012	0.0057	0.02
O	-0.006	0.0006	0.0182
O	0.001	0.0015	0.0152
O	-0.0043	-0.0079	0.0171
O	-0.0063	-0.0051	0.0155
O	0.0032	-0.0076	0.0539
O	0.0013	-0.0033	0.0105
O	-0.0041	-0.0083	0.0215
O	0.0058	-0.0053	0.0166
O	0.0073	0.0091	0.0187
O	0.0048	0.0081	0.0231
O	-0.0035	0.011	0.0441
O	-0.0004	0.0007	0.0197
O	0.0065	0.0011	0.0194
O	0.0004	-0.0002	0.0202
O	0.0086	0.0036	0.028
O	-0.0101	0.0057	0.019
O	-0.0051	-0.0031	0.02
O	-0.0009	-0.0114	0.0237
O	-0.0038	-0.001	0.0197
O	-0.0007	0.003	0.0193
O	0.0008	0.0018	0.0107
O	-0.0152	-0.0011	0.0421
O	0.0096	0.01	0.0273
O	0.0101	0.0044	0.0218
O	0.0016	-0.0048	0.0312
O	0.0072	-0.0078	0.0197
O	0.006	0.0085	0.0436
O	-0.0049	-0.0062	0.0228
O	-0.0042	0.0153	0.0257
O	0.0142	-0.0073	0.0227
O	0.0003	0.0007	0.0193
O	-0.0035	0.0046	0.0145
O	-0.0107	-0.0028	0.0169
O	-0.0015	0.0011	0.0163
O	0.0071	0.0039	0.0159
O	-0.0037	0.0075	0.0168
O	-0.0059	-0.0099	0.0479
O	0.0019	0.0008	0.0125
O	-0.0105	-0.0005	0.0256
O	0.0067	0.0039	0.0188
O	0.0021	0.0163	0.0325
O	-0.0133	-0.0005	0.0301
O	-0.0068	-0.0061	0.0215
O	0.0015	-0.0019	0
O	-0.0079	0.0079	0.0459
O	0.0083	-0.0058	0.0256
O	0.0032	-0.0181	0.031
O	-0.0097	-0.0028	0.0327
O	0.0135	-0.0126	0.0289
O	-0.0041	-0.0021	0.0423
O	0.0049	0.0102	0.0318
O	0.0076	-0.0022	0.015
H	-0.214	0.3453	-0.2347
H	0.2396	-0.3373	-0.2579
H	0.3499	-0.3213	-0.2347
H	-0.1994	0.3484	-0.3013
H	0.3627	-0.2033	-0.2995
H	-0.2853	0.3748	-0.2599
H	-0.3667	0.3323	-0.2542
H	0.2567	-0.2707	-0.2877
H	-0.212	0.3358	-0.2753
H	0.2392	-0.3642	-0.2433
H	0.3285	-0.2754	-0.2332
H	-0.3089	0.2516	-0.2917
H	-0.2891	0.2557	-0.2955
H	0.3383	-0.3731	-0.2201
H	-0.412	0.2001	-0.2235
H	0.3619	-0.1846	-0.2585
H	-0.2484	0.2243	0.3019
H	0.3158	-0.3198	0.2722
H	-0.3203	0.3936	0.2322
H	0.2018	-0.2609	0.2889
H	-0.3746	0.3431	0.241
H	0.2381	-0.247	0.2816
H	-0.2769	0.2712	0.2802
H	0.314	-0.3895	0.2551
H	-0.3588	0.2769	0.2328
H	0.2612	-0.2823	0.2982
H	0.3642	-0.2649	0.2493
H	-0.2445	0.2462	0.283
H	-0.3006	0.2734	0.2944
H	0.2997	-0.3841	0.2759
H	0.2877	-0.2784	0.2958
H	-0.3445	0.2981	0.2365

The program warned: the cutoff lies below the one the program advises for these potential files; the forces do not sum to zero within the program's tolerance; empty levels may hold ghost states of the PAW files; the exchange-correlation potential is rough where the density is thin.
